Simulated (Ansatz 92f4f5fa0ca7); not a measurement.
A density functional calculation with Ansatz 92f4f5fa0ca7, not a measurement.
Periodic cell of 223 atoms, Si131O90P2, from a study of silicon, its oxide and their interface. The atomic structure is a simulated model.
Doubt: the cutoff is far below the 930 eV that the study's wrapper takes by default for these files, so forces and energies are approximate.
This geometry differs little from another in the collection (a relaxation step or a small displacement).

Settings: functional PBE; potential files Ansatz PAW; basis plane waves; wave-function cutoff 580 eV; density cutoff ratio 5; exchange-correlation grid ratio 1; k mesh 1 x 1 x 1, Gamma-centred; self-consistency stop 5e-08 eV per atom in the density residual; occupations fixed; spin none; net charge 0.

Cell vectors (angstrom)
a	10.938	0	0
b	0	10.938	0
c	0	0	32.1988

Atoms: element, x, y, z (angstrom)
Si	10.6066	0.233	24.8763
Si	5.7595	10.6891	24.7498
Si	2.5005	2.9243	24.641
Si	8.4467	2.471	24.8391
Si	0.2991	5.1793	24.7593
Si	5.1836	5.7559	24.6892
Si	2.9601	8.0093	24.6141
Si	7.9632	8.4492	24.7391
Si	1.3503	1.3911	26.0402
Si	6.8635	1.3168	26.1278
Si	4.0669	4.1122	25.9845
Si	9.6257	4.0729	26.0857
Si	1.4178	6.8332	26.0094
Si	6.7905	6.8597	26.0275
Si	4.1207	9.5443	26.0028
Si	9.4834	9.5791	26.1568
Si	2.7397	-0.0062	27.3526
Si	8.172	-0.015	27.5602
Si	0.0217	2.7241	27.4852
Si	5.451	2.7471	27.3677
Si	2.7439	5.4668	27.4274
Si	8.1981	5.4746	27.3613
Si	0.006	8.1844	27.3791
Si	5.4514	8.2012	27.445
Si	4.0904	1.3698	28.7483
Si	9.5826	1.3653	28.8417
Si	1.3743	4.1158	28.8093
Si	6.8354	4.1041	28.7466
Si	4.1012	6.8246	28.8014
Si	9.5665	6.8287	28.7564
Si	1.3754	9.5649	28.7453
Si	6.7925	9.5497	28.8494
Si	0.0186	-0.0182	30.1546
Si	5.4458	0.0169	30.16
Si	2.7385	2.7338	30.1468
Si	8.1938	2.746	30.151
Si	-0.0074	5.4757	30.1499
Si	5.4782	5.4612	30.1465
Si	2.7294	8.2058	30.1431
Si	8.2092	8.1928	30.154
Si	1.3673	1.3673	31.515
Si	6.8362	1.3673	31.515
Si	4.1018	4.1018	31.515
Si	9.5708	4.1018	31.515
Si	1.3673	6.8362	31.515
Si	6.8362	6.8362	31.515
Si	4.1018	9.5708	31.515
Si	9.5708	9.5708	31.515
Si	2.7345	0	0.6835
Si	8.2035	0	0.6835
Si	0	2.7345	0.6835
Si	5.469	2.7345	0.6835
Si	2.7345	5.469	0.6835
Si	8.2035	5.469	0.6835
Si	0	8.2035	0.6835
Si	5.469	8.2035	0.6835
Si	4.118	1.3599	2.0572
Si	9.5546	1.3673	2.0631
Si	1.3614	4.1233	2.0427
Si	6.8503	4.0632	2.0482
Si	4.0889	6.8318	2.0541
Si	9.5646	6.8462	2.049
Si	1.3529	9.5623	2.035
Si	6.8156	9.6024	2.0472
Si	-0.0315	-0.0407	3.3876
Si	5.4664	0.003	3.4832
Si	2.7563	2.7631	3.3697
Si	8.1509	2.6717	3.4753
Si	-0.0162	5.4764	3.4242
Si	5.4563	5.4194	3.368
Si	2.6882	8.1868	3.4209
Si	8.1793	8.2304	3.3772
Si	1.4066	1.3402	4.6341
Si	6.8091	1.3245	4.966
Si	4.1219	4.0889	4.8008
Si	9.5465	4.0853	4.7471
Si	1.3342	6.8432	4.8356
Si	6.7787	6.8412	4.6551
Si	4.087	9.506	4.7777
Si	9.491	9.5978	4.7888
Si	2.7762	0.0792	6.1
Si	8.1559	-0.1035	6.3278
Si	0.0252	2.6652	5.9827
Si	5.4451	2.7678	6.322
Si	2.7848	5.5043	6.164
Si	8.1859	5.52	6.0525
Si	-0.0605	8.258	6.1583
P	5.5004	8.1796	5.9927
Si	3.8033	1.6175	7.6417
Si	9.7871	1.1873	7.3945
Si	1.5759	3.8185	7.2918
Si	6.6387	4.4915	7.4771
Si	4.409	6.7404	7.3932
Si	9.2785	7.0677	7.446
Si	1.0839	9.9683	7.3079
P	7.0422	9.3608	8.0288
O	7.9848	8.0361	7.7837
O	2.64	2.7522	7.9904
O	9.5396	1.3559	24.2777
O	4.0733	6.8676	24.1324
O	-0.007	0.1083	7.9338
O	5.5352	5.6584	7.9347
O	6.8662	9.5759	24.2037
O	1.3856	4.0646	24.1701
O	3.9144	7.6375	8.709
O	0.6207	4.4419	8.4698
O	9.8447	6.4327	8.8794
O	1.9149	9.4347	8.611
O	7.4522	4.0388	8.8496
O	4.2552	0.9702	9.112
O	7.6151	9.6392	9.5655
O	9.2004	2.0031	8.7047
O	7.732	3.1568	23.5339
O	10.5391	5.8728	23.4499
O	5.1219	0.456	23.4132
O	5.9023	5.1145	23.3538
O	3.1298	2.219	23.2752
O	2.3257	8.7244	23.2493
O	8.6575	7.779	23.4015
O	0.2518	10.3421	23.603
Si	4.4258	1.5909	22.4796
Si	3.6117	7.9747	14.0675
Si	7.2397	0.9972	14.692
Si	0.9867	9.3739	22.5423
Si	1.2693	4.3472	11.8793
Si	6.3782	8.9982	15.3609
Si	0.7832	1.3749	12.3162
Si	8.6943	4.961	20.5346
Si	0.3297	5.7724	9.3432
Si	5.1929	3.1325	17.9483
Si	0.9848	3.7656	16.7517
Si	10.4983	2.8769	19.2502
Si	5.3402	1.2268	10.3315
Si	0.9754	0.2032	19.8923
Si	6.8847	9.5323	11.0381
Si	9.4314	9.6861	18.4138
Si	9.5648	9.2685	12.7486
Si	6.6106	3.8598	22.5934
Si	2.4769	8.1208	9.3498
Si	10.7057	7.3813	17.1664
Si	2.6123	6.3305	16.6074
Si	10.2747	4.5039	14.1866
Si	6.2306	9.1916	18.5605
Si	7.9687	2.651	9.5416
Si	8.9737	2.1612	12.4224
Si	5.446	6.2542	18.0872
Si	4.0004	0.5667	19.4786
Si	4.3707	3.8979	12.0521
Si	5.6773	6.661	12.1514
Si	8.1162	2.5239	17.2439
Si	4.471	2.5227	14.9644
Si	1.6707	1.2241	15.2927
Si	1.7036	9.4398	12.0492
Si	8.1852	6.8684	13.9148
Si	10.5482	9.872	15.6178
Si	9.8486	7.0436	22.5614
Si	8.2143	5.4999	17.4341
O	6.1764	8.0342	11.3077
O	6.1391	9.2142	16.9427
O	7.8005	1.3995	13.2237
O	0.9616	1.6919	13.9072
O	9.5568	6.2597	16.9394
O	6.9289	6.2565	13.1003
O	5.232	4.6676	18.6218
O	9.3203	2.1783	18.3113
O	2.4421	0.1057	19.0975
O	9.5438	10.2638	16.8666
O	2.881	4.5006	11.7059
O	5.145	10.3263	19.1347
O	9.5476	3.2865	13.4181
O	0.5582	1.7974	19.9766
O	3.2745	1.393	15.0397
O	8.2343	5.3796	19.0457
O	4.0058	6.6118	17.4049
O	4.6605	3.3117	16.3959
O	9.128	5.6392	14.3882
O	5.4807	2.7842	22.1443
O	10.7735	4.1085	15.6704
O	0.4282	3.8902	18.2837
O	10.4977	10.5291	19.3196
O	9.8353	10.0877	14.1611
O	10.9422	8.1535	22.0866
O	1.3467	2.1937	16.5547
O	9.8281	3.7828	20.4376
O	8.2387	4.0508	16.706
O	0.0846	9.1499	11.9829
O	6.6758	2.4253	18.0082
O	5.7257	10.7467	11.1321
O	7.8372	9.5989	18.9102
O	10.1353	1.0527	12.0357
O	1.4938	6.8653	9.0806
O	0.7136	4.8309	13.3454
O	5.8022	7.6258	19.0164
O	5.3372	5.1485	11.5314
O	2.8104	7.046	15.1523
O	1.0495	2.7639	11.5182
O	1.0385	10.6969	15.6779
O	2.513	8.5791	10.9124
O	4.7969	2.4803	11.2804
O	4.3502	3.5587	13.6813
O	2.2798	4.7294	16.4829
O	10.8343	8.277	15.8007
O	7.0396	10.333	14.7336
O	2.4865	8.9979	13.4295
O	8.162	1.5484	15.9323
O	4.279	7.0399	12.9087
O	4.2685	2.0127	18.7226
O	7.36	4.41	21.2729
O	8.4321	2.9081	11.08
O	1.3022	6.8897	17.4375
O	5.7826	1.6402	14.7691
O	8.2001	9.8141	11.9974
O	9.2452	6.3107	21.2491
O	9.2105	7.7105	13.0001
O	1.7771	0.1469	11.8728
O	6.753	6.1706	17.0815
O	7.4912	7.8241	15.0599
O	1.3134	10.3335	21.2732
O	10.1239	8.2049	18.4411
O	4.0079	0.8704	21.0871
O	0.3865	5.3057	10.8915
O	6.7071	1.6304	9.5416
O	4.8848	8.7609	14.7316

Results
free energy: -135974.414 eV
free energy less fixed offsets of O -568.88, P -755.39, Si -635.61 eV per atom: 0.476 eV

Forces (eV/angstrom), in the order of the atoms: element, x, y, z
Si	0.004	0.0006	-0.0058
Si	0.0011	0.001	-0.0087
Si	0.0026	-0.0001	-0.0066
Si	0.0021	0.002	-0.0099
Si	0.0007	0.0012	-0.0081
Si	0.0037	0.0003	-0.0065
Si	0.0016	0.0015	-0.0058
Si	0.0019	0.0003	-0.0063
Si	0.0036	-0.003	-0.0005
Si	-0.005	0.0045	-0.0018
Si	0.0014	-0.0013	0.0006
Si	-0.0026	0.0046	0.0011
Si	-0.0014	0.0015	0.0003
Si	0.0034	-0.0009	0.0012
Si	-0.0008	0.0033	0.002
Si	0.0049	-0.0037	-0.004
Si	-0.0001	-0.0001	0.0024
Si	0.0012	-0.0006	0.0026
Si	0.0018	0.0013	0.0034
Si	-0.0003	0.0004	0.0023
Si	0.0011	0.0006	0.0026
Si	-0.0006	-0.0002	0.0024
Si	0.0004	0	0.0015
Si	-0.0006	-0.0003	0.0043
Si	-0.001	-0.0012	-0.0058
Si	0.0027	0.0007	0.0072
Si	0	0.0028	0.0039
Si	0.0004	0.0021	-0.0053
Si	0.0026	0.0008	0.0002
Si	0.0001	-0.0031	-0.0041
Si	0.0027	0.0013	-0.0052
Si	-0.0069	-0.0008	0.01
Si	-0.0043	0.0006	-0.0014
Si	0.0035	-0.0045	-0.0027
Si	-0.0011	0.0022	-0.001
Si	0.0019	-0.0044	-0.0019
Si	0.0025	-0.0033	-0.0008
Si	-0.0042	0	-0.0009
Si	-0.0005	-0.0065	-0.0012
Si	-0.0024	0.0023	-0.0028
Si	0.0887	-0.0447	0.0251
Si	-0.0515	0.0798	-0.0238
Si	0.0601	-0.0732	0.0106
Si	-0.0433	0.0794	-0.0038
Si	-0.0698	0.0522	-0.0459
Si	0.053	-0.1158	0.059
Si	-0.1556	0.0136	0.0149
Si	0.0441	-0.0921	0.0225
Si	0.035	-0.0033	0.1036
Si	-0.0318	0.1043	-0.0706
Si	-0.1162	0.02	0.1071
Si	0.0567	-0.1583	-0.0809
Si	-0.0603	0.1132	-0.1445
Si	0.0507	-0.1109	0.1116
Si	-0.0406	-0.1104	-0.141
Si	-0.0886	0.0729	0.0839
Si	0.0027	0.0044	-0.0015
Si	-0.0041	-0.0064	-0.0084
Si	0.0065	0.0008	-0.0016
Si	0.0043	0.006	0.0055
Si	-0.0029	-0.005	-0.0117
Si	-0.0004	0.0026	0.001
Si	-0.0009	-0.0062	0.0074
Si	0.0039	-0.0034	-0.0025
Si	0.0058	0.0158	-0.0041
Si	0.0127	0.0029	0.0006
Si	0.0001	0.0146	-0.0103
Si	0.0062	0.0042	-0.0008
Si	0.0099	-0.0032	0.0036
Si	-0.0354	-0.0106	-0.0046
Si	-0.0077	-0.0142	-0.0074
Si	-0.0025	0.0273	-0.0094
Si	-0.0041	0.002	-0.008
Si	-0.0201	0.0053	-0.003
Si	0.0128	0.0011	-0.0088
Si	-0.0035	0.0044	0.0043
Si	0.0007	0.0002	0.0019
Si	0.0187	0.0159	0.0373
Si	-0.0078	0.0263	0.0042
Si	-0.0018	-0.0541	0.0006
Si	-0.0045	-0.0014	0.0168
Si	-0.0406	0.0171	-0.0162
Si	-0.006	0.0199	-0.0172
Si	0.007	0.0036	0.0062
Si	-0.0326	-0.0147	-0.0135
Si	0.0086	-0.0079	0.032
Si	-0.0039	0.0058	0.009
P	0.0274	0.002	-0.0087
Si	0.0031	-0.0043	0.0081
Si	0.0157	0.0013	0.0499
Si	0.0126	0.0048	0.0022
Si	0.0031	-0.001	-0.0112
Si	-0.0106	0.0307	0.0074
Si	0.0466	-0.054	-0.037
Si	0.0218	-0.003	0.0205
P	0.1232	-0.0331	0.0531
O	-0.0673	0.0399	0.0107
O	0.0059	0.0022	-0.0115
O	0.0001	0.0003	0.0035
O	0.0004	-0.0001	0.001
O	-0.0075	-0.0002	-0.022
O	0.0077	-0.0111	0.0103
O	0.0015	0.0006	0.0037
O	0.0011	0.0003	0.0026
O	-0.0206	0.001	0.0065
O	0.0006	-0.0153	-0.0035
O	-0.0103	0.0091	0.0097
O	-0.0115	0.0114	-0.0154
O	0.0058	-0.0016	0.0023
O	0.0136	-0.0074	0.0055
O	-0.0433	0.015	-0.1355
O	0.0114	-0.0109	-0.0128
O	0.004	-0.0027	0.0089
O	0.0035	-0.0024	0.0078
O	0.0031	-0.0023	0.0078
O	-0.0006	0.0028	0.0039
O	-0.0019	0.0025	0.0048
O	0.0043	-0.0021	0.0071
O	-0.0027	0.0033	0.0058
O	-0.0003	0.0036	0.0047
Si	-0.0002	0.0003	-0.011
Si	0.0001	0.0008	0.0011
Si	-0.0012	0.0047	0.0013
Si	-0.0004	0.002	-0.0122
Si	0.0017	0.001	0.0052
Si	0.0031	-0.0012	0.0013
Si	0.0085	-0.0001	0.002
Si	0.0053	-0.0009	-0.0077
Si	0.009	0.0189	0.0178
Si	0.0027	0.0027	-0.0014
Si	0.0028	0.0009	-0.0016
Si	0.0032	0.002	-0.005
Si	-0.0214	0.0197	0.0023
Si	0.0027	0.0061	-0.0046
Si	-0.0219	-0.0117	0.0698
Si	0.0025	-0.0013	-0.0006
Si	0.0156	-0.0087	0.0131
Si	0.0009	0.0024	-0.0114
Si	0.0163	-0.0143	0.0134
Si	0.0028	-0.0004	-0.0006
Si	0.0021	0.0001	0.0007
Si	-0.0018	0.0038	0.0051
Si	0.0034	0	-0.0007
Si	-0.0128	0.016	0.0205
Si	0.0034	0.0058	0.0085
Si	0.0022	0.0004	-0.0015
Si	0.0029	0.0019	-0.0078
Si	0.0071	0.0025	0.0011
Si	-0.0025	-0.0122	0.0008
Si	0.0027	0.0034	0.001
Si	0.0004	-0.0003	0.0017
Si	0.0052	0.0054	0.0008
Si	0.0069	0.0039	-0.0038
Si	0.0008	-0.0063	0.0102
Si	0.0022	-0.0004	0.0017
Si	0.0016	0.0004	-0.0112
Si	0.0034	0.0021	-0.0023
O	0.0008	0.015	-0.0089
O	0.0014	0.0014	-0.001
O	0.0063	-0.0003	-0.0046
O	0.0006	0.0022	-0.0007
O	0.0005	0.0005	0.0022
O	-0.0066	0.0022	-0.0054
O	0.0022	0.0018	0.0001
O	0.0032	0.0002	0.0014
O	0.0011	0.0002	0.0007
O	0.0029	0.0026	-0.0012
O	-0.0036	0.0027	-0.002
O	0.0006	0.0026	0.0008
O	-0.0005	-0.0032	-0.0055
O	0.0021	0.0005	0.0008
O	0.0032	0.0012	0
O	0.0028	-0.0001	0.0048
O	0.0032	0.0022	0.0003
O	0.0033	0.0007	0.0001
O	0.0078	-0.0046	0.0012
O	0.0016	0.0018	0.0027
O	0.0033	0.0015	-0.0015
O	0.0004	0.0002	0.003
O	0.0012	0.0015	0.0019
O	-0.0025	0.0025	-0.0047
O	0.0009	0.0011	0.0017
O	0.0028	0.0018	-0.0004
O	-0.0005	0.0042	0.003
O	0.0021	0.0002	0.0007
O	0.0022	0.0021	-0.002
O	0.0019	0.0001	-0.0003
O	0.0053	-0.0081	-0.0106
O	0.002	0.002	-0.0005
O	-0.0025	0.0017	-0.0004
O	0.0019	0.0039	-0.0068
O	0.0055	-0.0001	-0.0044
O	0.0017	0.0029	-0.0005
O	0.0017	-0.0025	0.0013
O	0.0034	0.0027	-0.0013
O	0.0042	0.0071	0.0007
O	0.0006	-0.0027	0.0003
O	-0.002	0.0013	-0.001
O	0.0077	-0.0087	-0.0075
O	0.0019	0.0023	0.0006
O	0.0025	0.0014	-0.0002
O	0.0007	0.0038	-0.0026
O	0.0038	0.0025	-0.0043
O	0.0021	0.0009	-0.0007
O	0.0035	-0.0009	-0.0015
O	0.003	0.0038	-0.0003
O	0	-0.0005	0.0028
O	-0.0023	-0.0014	0.0077
O	0.0029	-0.0033	-0.0087
O	0.0026	0.0014	0.0004
O	0.0037	0	-0.0016
O	-0.0047	0.0139	-0.0103
O	0.0025	0.003	0.0047
O	0.0115	0.0129	-0.0087
O	0.0007	0.002	0
O	0.0025	0.0028	0.0004
O	0.0008	0.0043	-0.0001
O	0.0013	-0.0045	0.0101
O	0.0019	0.0028	0.0009
O	0.0031	0.0032	0.009
O	0.0037	-0.0014	0.002
O	0.0067	-0.0089	-0.0035
O	0.0022	0.0017	0.0001

The program warned: the cutoff lies below the one the program advises for these potential files; the forces do not sum to zero within the program's tolerance; the exchange-correlation potential is rough where the density is thin.
